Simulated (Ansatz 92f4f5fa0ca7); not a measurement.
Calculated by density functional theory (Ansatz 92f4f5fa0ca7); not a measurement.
Periodic cell of 224 atoms, Si128O64H32, with a vacuum gap, from a study of silicon, its oxide and their interface. The atomic structure is a simulated model.

Settings
functional: r2SCAN
potential files: Ansatz PAW
basis: plane waves
wave-function cutoff: 800 eV
density cutoff ratio: 5
exchange-correlation grid ratio: 1
k mesh: 1 x 1 x 1, shifted by 0.5 0.5 0 of a step
self-consistency stop: 1e-11 eV per atom in the density residual
occupations: fixed
spin: none
net charge: 0
applied field: sawtooth along c, amplitude +0.015 V/angstrom in the program's sign convention, ramp centred at 0.9877 of c and 0.0246 of c wide, no dipole correction

Cell vectors (angstrom)
a  10.888  0  0
b  0  10.888  0
c  0  0  40.6956

Atoms: element, x, y, z (angstrom)
Si  0.0671  -0.0606  25.8328
Si  2.9748  2.6032  25.6348
Si  -0.2456  5.7844  25.5306
Si  2.4319  8.7995  25.454
Si  5.1814  0.3943  25.6787
Si  7.8669  3.2877  25.8704
Si  5.6  5.3682  25.8298
Si  8.5032  8.0823  25.6329
Si  1.3501  1.5134  26.9825
Si  4.0747  4.1227  27.0542
Si  1.4101  6.9686  26.7309
Si  4.0121  9.717  26.959
Si  6.783  1.5135  26.9782
Si  9.5076  4.3674  27.09
Si  6.852  6.9704  26.9661
Si  9.5353  9.5551  27.1281
Si  -0.0344  2.8656  28.3165
Si  2.6778  0.1292  28.3866
Si  0.0809  8.1888  28.3495
Si  2.6697  5.5678  28.2296
Si  5.4376  2.7906  28.4302
Si  8.1145  0.0881  28.329
Si  5.4063  8.2978  28.2612
Si  8.1516  5.654  28.4564
Si  1.3458  4.1977  29.6637
Si  4.0703  1.4249  29.7562
Si  1.3781  9.5789  29.7119
Si  4.0767  6.8725  29.6129
Si  6.8179  4.1718  29.7297
Si  9.5199  1.4333  29.6603
Si  6.7588  9.6101  29.6834
Si  9.5742  6.9148  29.7725
Si  -0.0245  0.0373  31.0292
Si  2.6906  2.8003  31.0489
Si  -0.008  5.4792  31.0888
Si  2.7427  8.1945  31.0373
Si  5.4178  0.0317  31.0877
Si  8.1681  2.763  31.0548
Si  5.4105  5.5042  31.033
Si  8.1498  8.2542  31.0582
Si  1.3532  1.3723  32.3876
Si  4.0824  4.1146  32.4097
Si  1.3892  6.8209  32.4058
Si  4.089  9.5174  32.4305
Si  6.8139  1.3768  32.4092
Si  9.5386  4.0792  32.4314
Si  6.8064  6.8257  32.3907
Si  9.5225  9.5702  32.4219
Si  -0.0061  2.6807  33.7742
Si  2.7013  -0.019  33.7574
Si  0.0059  8.1595  33.7462
Si  2.7117  5.4326  33.7761
Si  5.4368  2.7113  33.7563
Si  8.1562  0.0055  33.7806
Si  5.4453  8.1391  33.7765
Si  8.1463  5.4276  33.7576
Si  1.38  4.0106  6.9219
Si  4.0878  1.315  6.9152
Si  1.3605  9.4871  6.944
Si  4.0911  6.7552  6.9399
Si  6.8137  4.0287  6.9393
Si  9.5327  1.3157  6.9575
Si  6.8202  9.4853  6.9243
Si  9.5578  6.7542  6.8979
Si  -0.0146  -0.0728  8.3177
Si  2.7289  2.6395  8.298
Si  -0.0156  5.3235  8.2563
Si  2.7183  8.0927  8.2966
Si  5.436  -0.0705  8.2709
Si  8.1731  2.6519  8.3206
Si  5.4166  5.344  8.2872
Si  8.205  8.108  8.2461
Si  1.3648  1.2726  9.6583
Si  4.0918  3.9522  9.6948
Si  1.3724  6.6321  9.587
Si  4.1021  9.4427  9.6477
Si  6.8082  1.2485  9.6412
Si  9.5627  3.9677  9.6976
Si  6.8614  6.6884  9.5295
Si  9.5333  9.4211  9.6817
Si  0.045  2.5922  11.0953
Si  2.6985  -0.1138  11.0054
Si  -0.0057  7.9247  10.9298
Si  2.6839  5.2906  11.0283
Si  5.466  2.5566  11.0427
Si  8.1318  -0.113  11.0379
Si  5.5413  8.0197  10.8731
Si  8.1239  5.3267  10.9608
Si  1.3961  3.9332  12.5435
Si  4.0801  1.2012  12.4113
Si  1.3879  9.2379  12.2373
Si  4.2261  6.6257  12.1765
Si  6.8472  3.9421  12.3737
Si  9.5167  1.2176  12.4215
Si  6.812  9.309  12.3607
Si  9.4866  6.615  12.3373
Si  -0.2571  -0.5657  13.4654
Si  3.0767  2.8005  13.8365
Si  -0.2836  5.1012  13.734
Si  3.098  8.1252  13.4897
Si  5.202  -0.4715  13.6312
Si  8.3968  2.8378  13.7643
Si  5.2654  5.1037  13.6612
Si  8.3631  8.1438  13.7373
Si  6.9154  -9.8788  15.8906
Si  7.0114  -8.13  19.8483
Si  34.3474  30.5488  19.8896
Si  -25.9597  -1.4102  23.5346
Si  -1.4602  6.3304  20.267
Si  -0.1635  2.6176  18.2176
Si  -9.9502  20.8873  16.1099
Si  3.2089  41.2206  22.3381
Si  -30.2782  49.7174  18.5109
Si  8.1187  0.4009  21.5203
Si  -23.038  45.3911  23.765
Si  -16.7702  12.3243  18.3919
Si  5.4745  6.9429  18.7558
Si  9.7822  20.3307  19.9479
Si  -14.8193  17.2972  16.0154
Si  -31.5767  25.5683  23.4175
Si  -4.0479  27.1127  21.1273
Si  -9.9314  15.2282  20.4279
Si  -28.1778  20.4978  19.9072
Si  19.5306  37.2892  17.8473
Si  2.4062  12.3899  16.7384
Si  -1.6521  21.7676  17.6051
Si  -16.6734  28.491  23.1638
Si  23.2189  17.7504  15.6867
O  -15.7297  1.4725  17.1566
O  -12.9921  24.6694  24.6087
O  0.6584  -10.9834  14.7265
O  12.4725  14.996  21.9046
O  10.0534  11.4312  24.6169
O  -3.8367  10.234  22.1423
O  1.1532  42.447  25.2086
O  8.7684  9.8282  18.7454
O  3.7904  7.0359  22.2685
O  -29.6084  -2.0788  23.9267
O  -1.3853  31.0581  14.0821
O  -10.541  15.9187  24.1855
O  -9.8184  41.0593  16.045
O  11.1312  6.0158  14.9984
O  -1.2354  23.1816  18.2763
O  23.8701  26.6159  19.3854
O  -3.0876  7.517  15.1592
O  -3.8107  3.7451  21.1062
O  -20.2732  7.3445  19.1746
O  -11.7297  3.9051  17.4935
O  -5.0527  16.6943  15.0196
O  9.5365  -3.9635  25.0645
O  -9.8225  13.0757  17.2888
O  0.2865  35.6826  19.737
O  0.4404  20.6201  19.571
O  7.5565  12.1748  20.2798
O  5.9412  0.1366  14.9523
O  8.1195  -21.6697  16.4609
O  2.3611  25.1073  24.3055
O  27.72  27.3722  22.4135
O  -17.7063  9.3093  14.1181
O  15.9571  21.8429  19.2562
O  2.7247  -8.7495  15.2864
O  -4.6338  -14.7291  17.3344
O  -15.6134  5.8653  19.7488
O  -4.9842  8.1069  23.2819
O  -18.7608  20.3102  19.2639
O  -15.9405  32.3047  24.3941
O  8.2604  38.7219  21.3412
O  -8.2163  7.0446  14.6535
O  9.4173  21.2999  21.163
O  4.1691  -17.7901  14.1542
O  15.6502  16.9995  24.6226
O  4.2261  20.4653  21.5336
O  -9.066  19.4891  21.506
O  -23.7308  5.9132  18.7856
O  14.4439  12.6754  17.8204
O  16.3535  30.1647  19.4869
O  -13.1693  23.2255  22.6098
O  -11.0562  38.1361  20.6557
O  -23.1359  -17.8294  14.2475
O  -30.4225  -0.1179  16.6756
O  -2.9778  59.6332  16.5248
O  18.6799  36.1517  18.6281
O  -3.3075  13.1356  15.0698
O  -1.1898  51.4526  20.3404
O  10.5388  10.2267  16.9937
O  -6.9309  17.3656  18.4938
O  -10.819  13.4443  23.2345
O  6.7047  4.2839  25.2687
O  12.7782  6.0168  16.9813
O  -5.4204  13.4909  19.3997
O  -28.5915  12.3723  25.1283
O  -24.6473  19.8939  24.3673
H  -0.8231  1.8541  34.7066
H  0.8325  3.4854  34.7066
H  1.892  -0.8531  34.6899
H  3.5388  0.7868  34.6899
H  -0.7949  7.3172  34.6786
H  0.836  8.973  34.6786
H  3.5506  6.2369  34.7085
H  1.9172  4.5843  34.7085
H  4.6293  1.8755  34.6887
H  6.2765  3.5148  34.6887
H  8.998  0.8068  34.713
H  7.3563  -0.8376  34.713
H  4.6325  7.3085  34.7089
H  6.2757  8.9522  34.7089
H  7.3447  4.5861  34.69
H  8.9932  6.2235  34.69
H  0.5414  3.206  5.9895
H  2.1744  4.8589  5.9895
H  3.2503  0.5092  5.9827
H  4.8953  2.1508  5.9827
H  2.1698  10.3213  6.0116
H  0.5305  8.6737  6.0116
H  4.904  7.5859  6.0075
H  3.2522  5.9509  6.0075
H  7.6153  4.8702  6.0068
H  5.9739  3.2252  6.0068
H  10.3497  2.1423  6.0251
H  8.6909  0.5144  6.0251
H  5.9898  8.6722  5.9919
H  7.6201  10.3284  5.9919
H  8.711  5.9583  5.9655
H  10.3586  7.5965  5.9655

Results
free energy: -118878.434 eV
free energy less fixed offsets of H -15.71, O -570.45, Si -639.56 eV per atom: -3.234 eV

Forces (eV/angstrom), in the order of the atoms: element, x, y, z
Si  0.0033  -0.0018  0.03
Si  0.0041  -0.0045  0.0308
Si  -0.0075  0.0054  0.0305
Si  -0.0098  0.0042  0.0415
Si  -0.0052  0.0078  0.0327
Si  -0.0037  -0.0006  0.0271
Si  0.0046  -0.0097  0.0309
Si  0.0032  -0.0014  0.0326
Si  -0.0043  -0.0004  -0.0027
Si  0.0048  0.0021  -0.0039
Si  0.0029  -0.0034  -0.0057
Si  -0.0003  0.0019  -0.0003
Si  0.0038  0.0009  -0.0025
Si  -0.0045  -0.0031  -0.0018
Si  -0.0027  -0.0003  -0.0009
Si  0.0039  0.001  -0.0114
Si  -0.0001  0.0041  -0.012
Si  0.0006  0.004  -0.007
Si  -0.0121  0.0039  -0.0173
Si  -0.0007  -0.0073  -0.0135
Si  -0.0056  -0.0001  -0.0183
Si  -0.0016  -0.002  -0.0158
Si  0.0007  0.0052  -0.0138
Si  0.0035  -0.0004  -0.0141
Si  -0.0024  0.0029  -0.0016
Si  0.0075  0.0009  -0.0011
Si  0.0056  0.002  0.0135
Si  -0.0005  0.0017  0.0146
Si  0.0028  -0.005  0.0063
Si  0.0019  0.0057  0.0014
Si  0.0061  0.0069  0.0075
Si  0.0076  -0.001  0.0032
Si  -0.0295  0.0067  0.0315
Si  -0.0035  0.0052  0.0171
Si  -0.0047  -0.0135  0.0138
Si  -0.01  0.0114  0.03
Si  -0.0163  -0.0014  0.0151
Si  -0.001  0.0039  0.0147
Si  -0.0081  -0.0103  0.0316
Si  -0.0088  0.0055  0.0143
Si  0.0506  0.0266  0.1735
Si  -0.0026  -0.0133  0.1761
Si  -0.0146  -0.0125  0.1794
Si  0.0297  0.0265  0.18
Si  0.0106  0.0076  0.1762
Si  0.0187  0.0205  0.1721
Si  0.0282  0.0195  0.1791
Si  0.0194  -0.0025  0.1813
Si  0.0382  0.1751  0.3296
Si  0.1012  0.0942  0.2303
Si  -0.0061  0.1102  0.2769
Si  0.1203  0.0992  0.3439
Si  0.0355  0.128  0.2629
Si  0.0837  0.075  0.3599
Si  0.0551  0.1446  0.3283
Si  0.1423  0.0623  0.2458
Si  -0.1145  -0.12  -0.3355
Si  -0.0525  -0.1157  -0.2551
Si  -0.044  -0.1229  -0.1772
Si  -0.1195  -0.1026  -0.3184
Si  -0.0805  -0.1293  -0.2055
Si  -0.0807  -0.1134  -0.2733
Si  -0.0482  -0.0887  -0.364
Si  -0.0343  -0.0845  -0.3116
Si  -0.0011  0.0049  -0.1707
Si  -0.0285  -0.0221  -0.1838
Si  -0.0099  -0.0065  -0.1933
Si  -0.0314  -0.0155  -0.1618
Si  -0.0094  -0.0004  -0.1838
Si  -0.0355  -0.0196  -0.1755
Si  -0.0126  -0.0141  -0.1754
Si  -0.0213  -0.0105  -0.1948
Si  0.0101  -0.0029  -0.0147
Si  0.0112  0.0082  -0.0272
Si  0.0171  0.0042  -0.0091
Si  0.0126  -0.0087  -0.0245
Si  0.0074  -0.0058  -0.0157
Si  0.0185  -0.0034  -0.0292
Si  0.0044  0.0034  -0.0107
Si  0.0099  -0.0085  -0.0264
Si  0.0034  -0.0029  -0.006
Si  -0.0038  0.0046  -0.0065
Si  0.0028  -0.0053  -0.0043
Si  -0.0126  0.0058  -0.0065
Si  0.0013  -0.0106  -0.0059
Si  -0.0106  -0.0013  -0.0082
Si  0.0008  -0.0036  -0.0057
Si  -0.0072  0.0066  -0.0067
Si  0.0028  -0.0009  0.0096
Si  0.0011  -0.0017  0.0115
Si  0.0031  -0.0028  0.0172
Si  0.0038  -0.0006  0.0124
Si  0.0024  0.0001  0.0094
Si  0.0047  -0.0055  0.0104
Si  0.0014  -0.0033  0.0115
Si  0.003  0.0009  0.0133
Si  0.0134  0.0071  0.0299
Si  -0.0035  -0.0097  0.024
Si  0.0032  0.0096  0.0198
Si  -0.0084  -0.0098  0.0202
Si  0.007  0.0085  0.0216
Si  -0.0089  -0.0047  0.0238
Si  0.0008  0.0092  0.0227
Si  -0.0056  -0.0029  0.0221
Si  0.0063  -0.0072  0.0617
Si  0.0059  -0.0071  0.0522
Si  0.0035  0.0033  0.0471
Si  0.0029  0.0002  0.0541
Si  0.0008  0.0031  0.0443
Si  0  0.0084  0.0502
Si  -0.0223  0.0097  0.0519
Si  0.0065  -0.0083  0.0638
Si  0.0014  0.0019  0.059
Si  -0.0053  0.0003  0.0647
Si  0.0043  0.0022  0.0581
Si  0.0068  -0.0091  0.0592
Si  -0.0024  -0.0005  0.057
Si  0.0019  0.0023  0.0508
Si  0.0023  -0.0063  0.0673
Si  -0.0017  -0.0027  0.0655
Si  -0.008  0.0023  0.0583
Si  0.0066  0.0019  0.0617
Si  -0.0064  -0.008  0.0591
Si  0.0029  0.0002  0.0558
Si  -0.0043  0.0028  0.06
Si  0.003  -0.0083  0.052
Si  -0.0038  0.0041  0.0545
Si  0.0104  -0.0041  0.0622
O  0.0179  -0.0067  -0.0361
O  0.0144  -0.0118  -0.0337
O  -0.0186  -0.0059  -0.0222
O  -0.0018  0.0071  -0.0497
O  -0.0078  0.0121  -0.0311
O  0.0079  0.0114  -0.031
O  0.0066  -0.0056  -0.009
O  -0.0014  0.0149  -0.0348
O  -0.005  0.0026  -0.0241
O  0.0076  -0.0035  -0.0434
O  -0.001  -0.0039  -0.016
O  0.0069  -0.0103  -0.0223
O  0.0011  0.0055  -0.0296
O  -0.0103  -0.0153  -0.0324
O  0.0014  -0.0056  -0.02
O  0.0059  0.0117  -0.0276
O  0.0115  0.0147  -0.0402
O  0.0004  -0.0065  -0.0203
O  0.0035  -0.0111  -0.0247
O  0.0011  0.0006  -0.0175
O  -0.0118  -0.0116  -0.0412
O  -0.0006  -0.0001  -0.0153
O  0.0196  -0.0093  -0.0251
O  -0.0079  -0.0089  -0.0356
O  -0.0032  0.001  -0.0142
O  -0.0071  0.0147  -0.0291
O  -0.0108  -0.0146  -0.0362
O  -0.0057  0.0057  -0.0226
O  -0.0114  0.0077  -0.0262
O  0.0135  -0.0095  -0.0312
O  0.0037  -0.0027  -0.0149
O  0.0016  0.0221  -0.0287
O  0.0056  0.0148  -0.0486
O  0.0128  -0.005  -0.043
O  -0.0067  0.0102  -0.0326
O  -0.0052  -0.0062  -0.0191
O  0.0002  0.0022  -0.018
O  0.0094  -0.0129  -0.0259
O  0.0064  0.0012  -0.0242
O  0.0058  0.0116  -0.028
O  0.0074  -0.0114  -0.0293
O  0.002  -0.001  -0.0133
O  -0.0014  0.0107  -0.0386
O  0.0042  0.0062  -0.0332
O  -0.0094  0.0019  -0.0365
O  -0.0038  -0.0118  -0.034
O  -0.0102  -0.0031  -0.0262
O  0.003  -0.0087  -0.0209
O  -0.0131  -0.0126  -0.0329
O  -0.0042  0.0024  -0.0181
O  0  -0.0032  -0.0158
O  -0.0047  -0.0027  -0.0183
O  -0.0098  0.0107  -0.0317
O  0.0084  0.0097  -0.0265
O  0.0137  0.0114  -0.0365
O  0.0013  0.0031  -0.0197
O  0.0301  -0.0049  -0.0386
O  -0.0038  -0.0007  -0.0202
O  0.0024  0.0049  -0.0172
O  -0.0017  0.0033  -0.0164
O  -0.0112  0.0145  -0.0513
O  -0.0044  -0.008  -0.029
O  0  -0.0001  -0.0184
O  -0.0115  0.0077  -0.0261
H  0.3156  0.3313  -0.2917
H  -0.2984  -0.2728  -0.2494
H  0.2587  0.3825  -0.2822
H  -0.3271  -0.2438  -0.2524
H  0.2289  0.2871  -0.2985
H  -0.3777  -0.3097  -0.2309
H  -0.3518  -0.2812  -0.228
H  0.2077  0.3246  -0.3078
H  0.2309  0.307  -0.3009
H  -0.3651  -0.2815  -0.2318
H  -0.4133  -0.2776  -0.2241
H  0.2213  0.3106  -0.303
H  0.2928  0.2909  -0.2955
H  -0.3099  -0.2755  -0.2468
H  0.2398  0.3638  -0.2892
H  -0.3452  -0.2091  -0.242
H  0.426  0.2139  0.198
H  -0.2333  -0.3094  0.2948
H  0.3369  0.2748  0.2332
H  -0.2779  -0.2991  0.2877
H  -0.2606  -0.3037  0.3104
H  0.3247  0.3095  0.261
H  -0.2198  -0.3309  0.3017
H  0.2992  0.3027  0.2322
H  -0.2448  -0.2802  0.321
H  0.4158  0.207  0.235
H  -0.2626  -0.3161  0.305
H  0.3448  0.2794  0.2478
H  0.3287  0.2615  0.2343
H  -0.2894  -0.3152  0.2593
H  0.2874  0.2788  0.2344
H  -0.1876  -0.4271  0.2544

The program warned: the cutoff lies below the one the program advises for these potential files; the forces do not sum to zero within the program's tolerance; empty levels may hold ghost states of the PAW files; the exchange-correlation potential is rough where the density is thin.
